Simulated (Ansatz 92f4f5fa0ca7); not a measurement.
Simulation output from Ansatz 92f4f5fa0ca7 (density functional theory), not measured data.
Periodic cell of 226 atoms, Si132O92P2, from a study of silicon, its oxide and their interface. The atomic structure is a simulated model.
Doubt: the cutoff is far below the 930 eV that the study's wrapper takes by default for these files, so forces and energies are approximate.

Settings
functional: PBE
potential files: Ansatz PAW
basis: plane waves
wave-function cutoff: 580 eV
density cutoff ratio: 5
exchange-correlation grid ratio: 1
k mesh: 1 x 1 x 1, Gamma-centred
self-consistency stop: 5e-08 eV per atom in the density residual
occupations: fixed
spin: none
net charge: 0

Cell vectors (angstrom)
a  10.938  0  0
b  0  10.938  0
c  0  0  31.9494

Atoms and the computed forces on them: element, x, y, z (angstrom), force x, y, z (eV/angstrom)
Si  10.6713  0.0525  24.4942  -0.0116  -0.0353  -0.1277
Si  5.0763  0.0822  24.7031  0.0423  -0.035  -0.0346
Si  2.843  2.2485  24.5611  -0.0007  0.0023  -0.0733
Si  8.5514  2.4025  24.607  -0.0165  0.0072  -0.0391
Si  10.6534  5.5244  24.321  -0.0973  0.0409  -0.0526
Si  5.0858  5.5426  24.445  -0.0097  0.003  -0.0741
Si  2.9666  7.9168  24.4179  -0.038  -0.0182  0.0212
P  8.4274  7.6538  24.4989  0.2855  -0.1309  -0.1064
Si  1.3159  1.1215  25.8783  -0.0022  0.0089  0.0024
Si  6.8074  1.2971  25.7704  0.0301  -0.0126  0.016
Si  3.9521  3.9821  25.7517  -0.0276  0.0102  0.0051
Si  9.6848  3.9856  25.877  0.0005  0.0126  -0.0214
Si  1.2474  6.8161  25.6448  -0.014  0.027  -0.0071
Si  6.7228  6.602  25.7191  0.0351  0.0743  0.0436
Si  3.9887  9.4235  25.9697  0.0046  -0.0245  -0.001
P  9.5783  9.6795  25.9363  -0.0139  -0.0847  0.0542
Si  2.6507  -0.155  27.309  0.0017  -0.0094  -0.0058
Si  8.1967  -0.0121  27.2179  -0.0783  0.1006  0.0826
Si  0.0933  2.6513  27.2347  -0.0026  -0.0182  0.0082
Si  5.4455  2.7174  27.1264  0.0088  0.0042  0.0071
Si  2.6306  5.4358  27.0972  0  0.0132  -0.0077
Si  8.188  5.3577  27.1218  -0.0131  0  -0.0152
Si  -0.0327  8.2265  27.1328  0.0191  -0.0184  -0.0032
Si  5.5408  8.1159  27.151  -0.0116  -0.0159  -0.0115
Si  4.0882  1.3233  28.5015  -0.0011  0.0141  0.0198
Si  9.5526  1.3602  28.558  -0.0492  0.016  0.019
Si  1.3867  4.0848  28.5717  0.0158  -0.0127  -0.0024
Si  6.7953  4.0768  28.525  0.0031  -0.0139  -0.0033
Si  4.0929  6.7819  28.4617  -0.0136  0.0087  0.0091
Si  9.5279  6.798  28.4566  0.0007  0.0277  0.0038
Si  1.284  9.4935  28.6367  -0.0116  -0.0211  -0.0015
Si  6.8406  9.5203  28.5493  0.0263  0.0281  -0.0281
Si  -0.028  -0.0012  29.929  -0.0141  0.0057  0.0072
Si  5.4742  -0.0114  29.8864  0.0005  -0.0063  0.0207
Si  2.7636  2.716  29.9013  -0.0008  0.0015  0.0112
Si  8.179  2.75  29.8988  0.0387  -0.0086  0.0181
Si  -0.0123  5.4719  29.8776  -0.0033  0.0058  0.0184
Si  5.4557  5.4615  29.8829  -0.0147  0.0115  0.0082
Si  2.7522  8.1597  29.8939  0.0074  -0.0039  0.0125
Si  8.2201  8.1785  29.8952  0.0089  -0.0129  0.0055
Si  1.3673  1.3673  31.2657  0.1216  0.0495  -0.0193
Si  6.8362  1.3673  31.2657  0.0211  -0.0255  -0.0479
Si  4.1018  4.1018  31.2657  0.1033  -0.0809  0.0512
Si  9.5708  4.1018  31.2657  -0.117  0.1119  -0.0461
Si  1.3673  6.8362  31.2657  0.0061  -0.1644  -0.0285
Si  6.8362  6.8362  31.2657  -0.014  -0.0597  -0.1242
Si  4.1018  9.5708  31.2657  0.0143  -0.0571  -0.1098
Si  9.5708  9.5708  31.2657  -0.1839  -0.1563  0.1715
Si  2.7345  0  0.6835  0.0135  0.0714  0.0335
Si  8.2035  0  0.6835  -0.0421  0.0384  -0.0878
Si  0  2.7345  0.6835  0.0785  0.1052  0.0429
Si  5.469  2.7345  0.6835  -0.0215  0.0776  0.1064
Si  2.7345  5.469  0.6835  -0.0943  -0.0387  -0.0403
Si  8.2035  5.469  0.6835  0.0503  0.0768  0.0083
Si  0  8.2035  0.6835  0.0401  0.0747  0.1285
Si  5.469  8.2035  0.6835  0.0389  0.1325  0.0939
Si  4.0968  1.379  2.0662  0.0012  0.0017  -0.0027
Si  9.5934  1.351  2.0472  -0.0069  0.0052  -0.0005
Si  1.3519  4.1369  2.0585  0.0064  -0.0051  -0.0043
Si  6.8273  4.1328  2.0473  0.0089  -0.0076  -0.0043
Si  4.0902  6.8467  2.0475  -0.0032  0.0027  -0.0003
Si  9.5707  6.8413  2.0654  -0.0087  0.0072  0.0011
Si  1.361  9.6002  2.0589  0.006  -0.0041  -0.0025
Si  6.8256  9.6132  2.0507  0.0107  -0.0033  -0.0064
Si  0.033  0.036  3.4776  -0.0019  0.0028  0.0058
Si  5.4843  0.0398  3.4565  -0.0069  0.0048  0.0072
Si  2.7186  2.7727  3.4089  -0.0033  -0.0025  0.0006
Si  8.2531  2.78  3.3489  0.0056  -0.001  -0.0069
Si  0.0271  5.5183  3.4762  -0.0021  0.0063  0.0079
Si  5.475  5.5229  3.4313  -0.0049  0.0084  0.0026
Si  2.7376  8.2404  3.4048  -0.0001  -0.0022  -0.0013
Si  8.2422  8.2893  3.3913  0.0081  0.0023  -0.001
Si  1.3821  1.4547  4.8521  -0.003  -0.0015  -0.0011
Si  6.9128  1.4726  4.7369  -0.0035  -0.0043  0.0047
Si  4.0651  4.1521  4.7675  0.0037  0.0016  0.0016
Si  9.6013  4.0808  4.7852  0.002  0  0.0001
Si  1.3703  6.97  4.8505  -0.0038  -0.0023  -0.0024
Si  6.8433  6.9872  4.7349  -0.0027  -0.005  0.0036
Si  4.0977  9.5733  4.7973  0.0027  0.0019  0.0014
Si  9.6244  9.5785  4.8481  -0.0002  -0.0003  -0.002
Si  2.7622  0.0346  6.1487  0.0018  0.0007  0.0003
Si  8.2983  0.1172  6.1021  0.0002  0.0007  0.0031
Si  0.0203  2.7977  6.3105  -0.0007  -0.0009  -0.0008
Si  5.5197  2.8361  6.0829  -0.0012  -0.002  0.0008
Si  2.7577  5.5891  6.15  -0.0021  0.0012  0.0012
Si  8.2563  5.596  5.9657  -0.0014  -0.0003  -0.0003
Si  0.0524  8.3044  6.38  0.0001  -0.0014  -0.0015
Si  5.5036  8.2989  6.2296  -0.0016  0.0006  0.0016
Si  4.4292  1.1791  7.3396  -0.004  0.0015  0.0099
Si  9.8158  1.1495  7.6279  -0.0003  -0.0009  0.0112
Si  1.1824  4.4979  7.5166  0.0002  -0.0016  0.009
Si  6.6483  4.5416  7.2634  0.0054  -0.0017  0.0122
Si  4.328  6.7036  7.5518  -0.0013  0.0014  0.0124
Si  9.7333  6.6103  7.5099  -0.0033  0.0004  0.0116
Si  1.2863  9.9391  7.7153  0.0004  0.0007  0.0114
Si  6.7266  9.9601  7.4241  0.0014  -0.0015  0.0084
O  9.562  1.1973  24.0085  0.0331  0.0078  0.0347
O  4.0531  6.749  23.9328  0.0109  -0.0187  0.0016
O  4.0313  1.1929  24.0301  -0.0284  0.0224  0.0361
O  9.3711  6.5202  23.747  0.0048  -0.0957  0.0306
O  -0.0223  5.5417  8.0268  0.0006  -0.0028  -0.0042
O  5.5755  0.1208  7.9224  0  -0.0008  -0.0046
O  0.0773  0.0899  8.1572  -0.002  0.0008  -0.0043
O  5.5369  5.6092  7.895  -0.0027  -0.0004  -0.0063
O  7.6091  3.9695  8.4589  -0.0026  -0.0002  -0.0081
O  8.7311  7.0434  8.7726  0.0017  -0.002  -0.0079
O  2.1852  9.4536  9.0572  -0.0046  0.0025  -0.0095
O  8.8968  1.6785  8.9291  0.0032  -0.0043  -0.0071
O  7.6192  9.4653  8.7276  -0.0039  0.0028  -0.008
O  3.6156  1.8163  8.6149  0.0022  -0.0046  -0.0079
O  3.5909  7.2219  8.9608  0.003  -0.0046  -0.0108
O  2.0643  3.9983  8.8325  -0.0037  0.0024  -0.0082
O  8.1209  3.468  23.4116  0.0154  -0.0312  0.0219
O  0.4359  4.8818  22.9601  0.0182  -0.0169  0.0016
O  1.9121  2.705  23.2744  0.0186  -0.0152  0.0231
O  5.7644  4.8188  23.1191  -0.0245  0.0229  0.0378
O  5.5985  9.9239  23.5838  -0.1763  0.0872  0.1303
O  2.4531  8.6811  23.0403  0.003  0.0037  -0.0087
O  0.1663  9.993  23.2188  0.0022  0.0417  0.0272
O  7.8532  8.4773  23.2062  -0.0806  0.0305  -0.0357
Si  8.664  7.6495  18.492  -0.0079  -0.0026  0.0068
Si  8.791  6.3255  13.6722  -0.0006  -0.0004  -0.003
Si  3.7973  1.5042  14.769  -0.0005  -0.0003  -0.0067
Si  2.1398  5.7067  17.6791  -0.0005  -0.0016  -0.0021
Si  2.4262  3.0936  19.53  0.0015  0.0022  0.0022
Si  9.8163  8.998  12.1131  0.0002  -0.0006  0.0015
Si  1.292  9.3936  22.1477  -0.0001  0.0023  0.012
Si  9.18  0.9277  13.2402  -0.0008  -0.0006  -0.0033
Si  1.4311  5.0233  13.0685  -0.0004  -0.0008  -0.0037
Si  1.8004  8.2263  12.847  -0.0021  -0.0014  0
Si  6.7025  9.4617  22.5156  0.1118  -0.0939  -0.0938
Si  4.5244  4.566  15.7463  0.0013  -0.0016  -0.0043
Si  8.214  3.0135  9.6032  -0.002  0.0021  0.0075
Si  0.8397  8.2002  19.3266  -0.0061  -0.0032  -0.0033
Si  6.9688  1.2537  21.1461  -0.0033  -0.0026  0.0069
Si  8.2286  8.3031  9.6942  0.0009  -0.0014  0.0092
Si  10.8948  5.1759  15.6528  -0.0018  0.0003  -0.0052
Si  7.5748  9.4555  16.3686  -0.0009  -0.0033  0.0009
Si  9.9263  2.0085  20.3237  -0.0069  -0.0022  0.0007
Si  3.2192  8.5039  9.939  0.0001  0.0003  0.0102
Si  6.6977  3.2946  17.4388  -0.0006  0.0028  0.0023
Si  1.1558  0.1676  19.8473  -0.0107  -0.0061  0.0029
Si  3.2424  2.7842  12.3259  0.0001  -0.001  0.0001
Si  7.2175  5.3354  19.7202  0.0009  0.0036  0.0162
Si  5.7531  8.645  11.5793  -0.0003  0.0005  0.0033
Si  5.7907  6.0449  13.2402  0  -0.001  -0.0022
Si  4.6382  9.6608  17.6873  0.0034  -0.0081  0.0079
Si  1.0267  3.5414  22.2016  -0.021  0.0294  -0.0008
Si  4.9103  1.4306  18.8571  0.0044  -0.0021  0.0007
Si  3.1959  3.0721  9.5418  0.0021  0.0002  0.0093
Si  6.4588  10.7852  13.8388  0.0009  -0.0007  -0.0039
Si  10.3573  0.075  16.0137  -0.0007  -0.0021  -0.0048
Si  5.6637  3.6371  11.1813  -0.0004  -0.0002  0.0029
Si  9.8439  3.8631  11.948  0.0004  -0.0001  0.0013
Si  2.3529  9.8816  15.5908  0.0005  -0.0015  -0.0042
Si  6.0898  8.0628  19.8652  -0.0014  0.0016  0.01
Si  6.907  3.8997  22.4137  0.0223  0.0094  -0.0043
Si  9.7532  2.7388  17.3949  -0.0013  0.0001  0.0002
O  7.2007  6.3481  14.0166  -0.0003  0  0.0009
O  1.881  7.007  18.7472  0.0022  -0.0019  -0.0022
O  10.2906  4.0011  16.5615  -0.0019  -0.0022  0.0017
O  6.1713  9.9015  17.1139  -0.0013  0  -0.0032
O  10.1579  0.6571  14.5084  -0.0002  -0.0003  0.0001
O  8.4544  6.0674  18.9131  0.0042  0.0015  -0.0066
O  5.1791  0.6563  14.4759  -0.0004  -0.0007  -0.0004
O  5.729  1.9975  17.5741  -0.0004  -0.0017  -0.0039
O  8.3475  1.8767  20.5992  0.0066  0.0016  -0.0061
O  2.007  4.2465  18.4366  -0.0029  -0.0008  -0.0033
O  6.965  2.7881  10.6551  0.0012  -0.001  -0.0032
O  4.8778  2.6776  12.2416  -0.0004  -0.0003  -0.002
O  6.0244  4.3432  16.3854  -0.0011  -0.0012  -0.0014
O  4.56  3.9117  9.9722  -0.0024  -0.0004  -0.0041
O  10.6989  2.7074  21.5825  0.0062  -0.0069  -0.0042
O  9.7322  6.1332  15.0079  0  -0.0002  0.0006
O  6.0049  6.4283  19.8535  0.0018  -0.0112  -0.0057
O  4.0818  0.1294  18.3297  -0.0025  -0.0013  -0.0058
O  9.2581  10.519  12.3136  0.0001  -0.0013  -0.0004
O  2.8613  4.3244  12.7473  -0.0003  -0.0016  0.0008
O  1.8467  10.6909  21.29  0.0001  0.001  -0.0094
O  4.0053  2.6687  19.4393  0.0034  0.0002  -0.0043
O  0.7398  10.0025  16.0136  0  -0.0005  -0.0001
O  1.297  9.7513  18.9003  -0.001  0.0006  0.0013
O  1.7155  1.617  19.3169  -0.0016  -0.0044  -0.0021
O  8.9482  10.3461  16.5437  0.0013  0.0001  0.0009
O  4.8774  8.5684  18.8901  -0.0057  0.0052  -0.0164
O  9.5745  8.7306  10.519  -0.003  -0.0018  -0.006
O  6.7598  4.0301  18.8859  -0.0033  -0.0063  -0.0108
O  2.8535  1.6837  13.4348  -0.0006  -0.0012  -0.0004
O  5.8948  8.6353  21.3742  0.01  0.0184  0.0154
O  2.546  2.4302  10.9006  -0.0001  -0.0001  -0.0068
O  7.587  4.778  21.2091  -0.0036  -0.0052  0.0008
O  5.219  7.4511  12.5903  -0.0003  0.0004  -0.0027
O  0.4327  9.0353  12.5406  -0.0007  -0.0007  -0.0002
O  7.5909  1.0219  13.6298  -0.0001  -0.0005  0
O  7.1092  9.5989  14.7991  0.0002  0.0006  -0.0018
O  8.9801  4.9913  12.7462  0.0006  -0.0021  -0.0005
O  8.0992  7.9924  16.9641  0.0002  0.0019  -0.0035
O  6.2307  2.4663  21.9712  -0.006  -0.022  -0.0144
O  2.4629  9.0296  14.1517  0  -0.0012  -0.0003
O  0.4278  4.4522  11.9143  -0.0012  -0.0011  -0.0034
O  0.7786  8.2889  20.9999  0.0029  0.0081  0.005
O  9.3917  3.8057  10.3914  -0.0025  -0.0008  -0.0056
O  9.6609  2.349  12.5749  -0.0004  0.0005  -0.0026
O  7.628  8.5128  19.4484  0.0064  -0.0033  -0.0085
O  2.5507  8.1565  11.3929  0.0024  0.0001  -0.0075
O  3.9734  3.0241  15.4135  -0.0007  -0.0006  0.0008
O  0.8528  4.4691  14.489  -0.0006  -0.0015  -0.0016
O  10.0327  2.9601  18.9913  0.0023  -0.0029  -0.0028
O  9.1479  7.7666  12.9755  0  0.0009  0.0001
O  10.4967  0.4879  20.0789  0.005  0.0014  -0.0058
O  6.0359  5.0149  11.9749  -0.0001  -0.0012  -0.0013
O  8.1558  2.6995  17.03  0.0008  -0.0027  -0.0025
O  3.535  5.4483  16.7691  -0.0002  -0.0002  0.0011
O  4.6688  9.1178  10.4282  -0.002  -0.0006  -0.0033
O  1.5445  6.6451  13.2065  -0.0001  -0.0002  0.0014
O  4.7656  5.4618  14.3863  -0.0008  -0.0003  0
O  2.049  3.8137  20.9514  -0.0002  -0.0103  0.0046
O  10.555  1.3745  16.9854  0.0009  -0.0009  -0.0005
O  0.9441  6.0382  16.6145  0.0001  0.0003  -0.0004
O  7.3824  10.8373  21.9643  0.0187  0.0334  -0.0376
O  5.937  0.8352  19.9718  0.0027  -0.001  0.0008
O  6.0793  9.9962  12.452  -0.0009  -0.002  -0.0023
O  2.854  0.5049  15.6367  0.0004  0.0003  0.001
O  7.0548  7.9964  10.8009  0.0015  -0.0001  -0.0055
O  10.248  7.9738  18.7396  0.0084  0.0022  -0.002
O  3.4538  9.1564  16.6318  -0.0023  -0.0003  0.0008

Results
free energy: -137746.211 eV
free energy less fixed offsets of O -568.88, P -755.39, Si -635.61 eV per atom: 2.049 eV

The program warned: the cutoff lies below the one the program advises for these potential files; the forces do not sum to zero within the program's tolerance; the exchange-correlation potential is rough where the density is thin.
